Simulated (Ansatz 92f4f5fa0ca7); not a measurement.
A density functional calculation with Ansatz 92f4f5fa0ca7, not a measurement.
Periodic cell of 262 atoms, Si166O96, from a study of silicon, its oxide and their interface. The atomic structure is a simulated model.
Doubt: the cutoff is far below the 930 eV that the study's wrapper takes by default for these files, so forces and energies are approximate.
This geometry differs little from another in the collection (a relaxation step or a small displacement).

Settings: functional PBE; potential files Ansatz PAW; basis plane waves; wave-function cutoff 580 eV; density cutoff ratio 5; exchange-correlation grid ratio 1; k mesh 1 x 1 x 1, Gamma-centred; self-consistency stop 5e-08 eV per atom in the density residual; occupations fixed; spin none; net charge 0.

Cell vectors (angstrom)
a, 10.938, 0, 0
b, 0, 10.938, 0
c, 0, 0, 38.0808

Atoms and the computed forces on them: element, x, y, z (angstrom), force x, y, z (eV/angstrom)
Si, 0, 0, 0.683, 0.0129, -0.0233, 0.0001
Si, 5.469, 0, 0.683, 0.0219, -0.0443, 0.0042
Si, 2.7345, 2.7345, 0.683, 0.0361, -0.0609, -0.0234
Si, 8.2035, 2.7345, 0.683, 0.015, -0.0202, 0.0024
Si, 0, 5.469, 0.683, 0.0274, -0.0159, 0.0051
Si, 5.469, 5.469, 0.683, 0.0549, -0.0389, 0.0067
Si, 2.7345, 8.2035, 0.683, 0.0206, -0.0047, -0.0078
Si, 8.2035, 8.2035, 0.683, 0.0228, -0.0257, -0.0102
Si, 1.3673, 1.3673, 2.0503, 0.115, -0.0434, -0.0299
Si, 6.8362, 1.3673, 2.0503, 0.1123, -0.0448, -0.0483
Si, 4.1018, 4.1018, 2.0503, -0.0087, -0.0918, -0.0589
Si, 9.5708, 4.1018, 2.0503, 0.0656, -0.0439, 0.0411
Si, 1.3673, 6.8362, 2.0503, 0.027, 0.0337, -0.0378
Si, 6.8362, 6.8362, 2.0503, 0.195, -0.0498, -0.0843
Si, 4.1018, 9.5708, 2.0503, 0.0091, -0.0688, -0.0032
Si, 9.5708, 9.5708, 2.0503, 0.0652, -0.0244, 0.0016
Si, 2.7345, 0, 36.0293, -0.0313, 0.047, -0.1442
Si, 8.2035, 0, 36.0293, -0.2515, 0.0561, 0.1514
Si, 0, 2.7345, 36.0293, -0.0684, 0.1741, 0.0638
Si, 5.469, 2.7345, 36.0293, -0.0845, 0.0628, -0.0934
Si, 2.7345, 5.469, 36.0293, 0.0409, 0.0011, -0.0837
Si, 8.2035, 5.469, 36.0293, -0.1223, -0.0038, 0.0243
Si, 0, 8.2035, 36.0293, 0.2245, 0.1105, 0.1535
Si, 5.469, 8.2035, 36.0293, -0.041, 0.0346, -0.1145
Si, 4.1018, 1.3673, 37.3966, -0.0279, 0.0526, -0.0061
Si, 9.5708, 1.3673, 37.3966, -0.0224, 0.034, -0.0066
Si, 1.3673, 4.1018, 37.3966, -0.0955, 0.0648, 0.0106
Si, 6.8362, 4.1018, 37.3966, 0.0225, 0.0023, 0.0094
Si, 4.1018, 6.8362, 37.3966, -0.0162, 0.0171, 0.0064
Si, 9.5708, 6.8362, 37.3966, -0.0248, 0.0254, -0.023
Si, 1.3673, 9.5708, 37.3966, -0.0483, -0.0042, 0.0297
Si, 6.8362, 9.5708, 37.3966, 0.0129, 0.0365, 0.0159
Si, -0.2769, 0.2821, 27.9143, -0.0034, 0.0035, -0.004
Si, 5.1951, -1.1382, 28.9067, -0.1342, 0.1084, -0.0241
Si, 2.5208, 2.5724, 27.5801, 0.0325, 0.0116, -0.0507
Si, 8.2641, 2.1345, 27.1968, -0.0145, 0.0183, -0.0051
Si, -0.2822, 6.7641, 27.7731, -0.0297, -0.0697, -0.0147
Si, 5.9217, 5.8581, 27.3738, -0.0082, -0.0261, -0.0022
Si, 2.3779, 10.5656, 26.8902, 0.0486, -0.0052, -0.0157
Si, 8.6131, 8.0177, 27.9956, 0.0303, -0.0223, -0.0043
Si, -0.095, 2.9101, 30.6804, 0.0123, 0.0184, -0.004
Si, 6.3626, 0.9896, 29.2494, 0.0096, -0.0063, 0.0255
Si, 3.833, 4.148, 28.892, -0.002, -0.0022, 0.0334
Si, 9.5455, 4.2187, 29.2699, 0.027, 0.0695, -0.0593
Si, 1.5323, 7.4091, 29.2221, -0.0087, -0.0007, 0.0174
Si, 7.0671, 6.7706, 29.2393, 0.0143, -0.009, -0.0019
Si, 2.8837, 9.4273, 28.8496, 0.0156, -0.0261, 0.019
Si, 9.5277, 9.6984, 29.2998, -0.0021, -0.0033, 0.0136
Si, 2.4315, 0.1053, 30.5161, 0.0442, 0.0029, -0.0099
Si, 8.1047, 0.0846, 30.6164, -0.0098, 0.017, -0.0024
Si, 1.1183, 1.6162, 29.2442, 0.0003, -0.015, 0.0158
Si, 5.3036, 2.7992, 30.3623, 0.0034, 0.0023, 0.0074
Si, 2.6167, 5.5837, 30.3953, -0.0148, -0.0067, -0.0068
Si, 8.2047, 5.438, 30.7063, 0.0058, 0.0009, -0.0018
Si, -0.0505, 8.3631, 30.6964, 0.0078, -0.0297, 0.0175
Si, 5.7076, 8.1868, 30.534, -0.0042, -0.0545, 0.0507
Si, 4.0198, 1.3748, 31.797, -0.0175, -0.0033, -0.007
Si, 9.49, 1.4605, 31.9597, -0.0038, -0.0238, 0.0203
Si, 1.3602, 4.2391, 31.9362, 0.0107, 0.0059, -0.0027
Si, 6.7213, 4.059, 31.8819, -0.0135, 0.0015, -0.0005
Si, 4.0913, 6.9022, 31.7666, 0.0009, 0.0055, 0.0008
Si, 9.5674, 6.8709, 31.9963, 0.0064, 0.0126, -0.0227
Si, 1.2684, 9.7046, 32.0561, -0.0184, -0.001, 0.0011
Si, 6.8949, 9.5657, 32.0194, -0.0001, 0.0032, 0.0076
Si, -0.088, 0.1072, 33.373, 0.0039, 0.0016, 0.005
Si, 5.424, 0.0232, 33.2386, -0.0051, 0.0007, 0.0018
Si, 2.7212, 2.7681, 33.2379, -0.0013, 0.0017, 0.0056
Si, 8.112, 2.7766, 33.3155, 0.0012, 0.0016, 0.0003
Si, -0.0001, 5.5211, 33.3503, -0.0076, -0.0021, 0.0009
Si, 5.4087, 5.5086, 33.2223, 0.0062, -0.0014, 0.0095
Si, 2.7345, 8.2529, 33.2349, 0.005, 0.0002, 0.0059
Si, 8.2208, 8.2166, 33.382, -0.0008, -0.0133, 0.006
Si, 1.3772, 1.4143, 34.6656, 0.0008, -0.0019, 0.0068
Si, 6.8035, 1.3527, 34.6557, 0.0008, -0.0006, 0.0032
Si, 4.0987, 4.1103, 34.6344, -0.0101, 0.0042, 0.0058
Si, 9.5554, 4.1088, 34.6614, 0.0009, 0.0014, 0.0033
Si, 1.3996, 6.8765, 34.6614, -0.0002, -0.004, 0.0017
Si, 6.8135, 6.8182, 34.654, -0.0011, 0.0008, 0.0029
Si, 4.1019, 9.5805, 34.6415, 0.0001, 0.0009, 0.0062
Si, 9.5767, 9.5888, 34.71, -0.0024, 0.0065, 0.0013
Si, 2.7387, -0.0111, 3.4237, 0.0023, 0.0005, -0.0014
Si, 8.2187, 0.0014, 3.4183, 0.0006, -0.0024, -0.002
Si, 0.029, 2.7369, 3.4151, -0.003, 0.0007, -0.0016
Si, 5.4745, 2.7231, 3.41, 0.001, -0.0004, 0.0009
Si, 2.7413, 5.4668, 3.4083, 0.0002, -0.0013, -0.0013
Si, 8.2267, 5.4785, 3.4239, 0.0013, -0.0003, 0
Si, 0.0209, 8.2116, 3.4211, 0.0009, -0.0019, -0.0008
Si, 5.4854, 8.195, 3.4027, -0.0018, -0.0005, -0.0001
Si, 4.1487, 1.3162, 4.7813, -0.0014, 0.0006, 0.0011
Si, 9.6437, 1.3314, 4.7726, -0.0016, 0.0008, -0.0025
Si, 1.4131, 4.086, 4.7903, -0.0005, -0.0008, -0.0011
Si, 6.8622, 4.0802, 4.7555, -0.0018, 0.0014, 0.0012
Si, 4.1634, 6.7794, 4.7571, -0.0031, -0.0004, -0.0009
Si, 9.6387, 6.8196, 4.7957, -0.0037, -0.0018, 0.0003
Si, 1.4142, 9.5334, 4.8129, -0.0016, 0.0019, -0.0021
Si, 6.8728, 9.532, 4.7654, 0.0003, -0.0005, -0.0017
Si, 0.0509, -0.0441, 6.1901, -0.0022, -0.0057, -0.0018
Si, 5.5095, -0.0779, 6.152, 0.0011, -0.0013, -0.0034
Si, 2.8104, 2.7084, 6.1258, 0.0004, 0.0039, -0.0032
Si, 8.2681, 2.725, 6.0685, -0.002, -0.0022, 0.0007
Si, 0.085, 5.4628, 6.1844, -0.0014, -0.0001, -0.0033
Si, 5.4935, 5.3999, 6.1572, -0.0007, 0.0019, -0.0012
Si, 2.836, 8.1377, 6.125, -0.0044, -0.002, -0.0044
Si, 8.2407, 8.167, 6.1324, -0.0044, -0.003, -0.0005
Si, 1.4531, 1.3801, 7.4934, 0.0044, -0.0004, 0.0101
Si, 6.9826, 1.2878, 7.3981, -0.0032, 0.0007, 0.0041
Si, 4.208, 3.974, 7.5714, -0.0043, 0.0002, -0.0036
Si, 9.5697, 4.1075, 7.4733, 0.0043, -0.0053, -0.0023
Si, 1.5916, 6.7367, 7.5413, -0.0031, 0.0032, 0.0022
Si, 6.8687, 6.7877, 7.4726, 0.0086, -0.004, 0.0054
Si, 4.1745, 9.4537, 7.551, 0.0055, 0.0005, 0.0023
Si, 9.6045, 9.4874, 7.5386, 0.0027, -0.0014, -0.0031
Si, 2.7953, -0.0573, 8.8366, -0.02, -0.0077, -0.0236
Si, 8.2877, 0.0119, 8.8864, 0.0013, -0.0004, -0.0013
Si, 0.0294, 2.7835, 8.7823, -0.0022, -0.0046, -0.0063
Si, 5.5594, 2.4384, 8.8221, 0.0022, 0.0101, 0.0048
Si, 2.9341, 5.3349, 9.0168, -0.0051, 0.004, -0.0022
Si, 8.1359, 5.3849, 8.8686, -0.0161, -0.0022, 0.0119
Si, 0.1945, 8.1507, 8.7771, 0.0002, -0.0068, -0.0059
Si, 5.6063, 8.1166, 8.9548, -0.0019, 0.0002, -0.0019
Si, 4.4834, 0.8715, 10.1468, 0.0141, 0.0046, 0.001
Si, 9.8412, 1.2647, 10.1792, -0.0155, -0.001, -0.0141
Si, 1.227, 4.1929, 10.2177, 0.0081, -0.0089, -0.013
Si, 6.9725, 4.4237, 10.6609, 0.0147, 0.0094, -0.0129
Si, 4.5597, 6.4893, 10.3343, -0.0058, -0.0046, -0.009
Si, 10.3544, 6.796, 10.5004, -0.0071, 0.0134, 0.0104
Si, 1.1014, 9.8632, 10.0358, -0.0017, 0.0017, 0.0028
Si, 6.8314, 9.7034, 10.2402, 0.0122, -0.0101, -0.0237
O, 3.1147, 1.1253, 26.9719, -0.0141, 0.001, 0.0257
O, 3.7241, 8.6348, 23.3768, -0.0057, 0.0021, 0.0016
O, -15.984, 9.5278, 27.4272, 0.0136, -0.0051, -0.0145
O, 9.4997, 1.0905, 27.0803, 0.0141, -0.0112, 0.0035
O, 0.3021, 5.4383, 10.8505, -0.0038, 0.006, 0.0201
O, 5.5933, -0.2252, 10.7412, -0.015, 0.0034, 0.0244
O, -1.5183, 1.9645, 11.6169, -0.0066, 0.0095, 0.0171
O, 6.3836, 2.9831, 10.1824, -0.0045, -0.0086, 0.0016
O, 7.9189, 4.1377, 12.0004, 0.0123, -0.0179, 0.014
O, 10.0828, 7.7004, 11.8416, -0.0001, 0.0001, -0.0036
O, 1.617, 9.2196, 11.4514, 0.0005, 0.0049, 0.0069
O, 9.8096, 3.3515, 13.9089, -0.0012, -0.0024, 0.0132
O, 7.7496, 9.1152, 11.488, 0.011, -0.0046, 0.0093
O, 3.9505, 1.7571, 11.4297, -0.0096, 0.0072, 0.0053
O, 5.7214, 5.4696, 10.9918, -0.0006, -0.003, 0.0144
O, 1.623, 3.0755, 11.3795, 0.0038, -0.0097, 0.0074
O, 8.0909, 2.7605, 25.6991, -0.0027, 0.0089, -0.0139
O, 0.0113, 6.8863, 26.1756, 0.0131, -0.0339, 0.025
O, 1.9132, 3.3561, 26.2374, -0.0073, 0.0008, 0.0068
O, 6.4535, 4.5664, 26.5213, -0.0074, 0.0155, 0.0083
O, -0.4849, 5.1844, 28.2632, -0.0291, 0.0343, -0.0104
O, 2.9432, 9.7901, 25.5716, -0.0256, -0.0035, -0.0135
O, 0.7311, 10.654, 26.7165, 0.0002, -0.0041, -0.0032
O, 8.5928, 3.2849, 28.3103, 0.0357, 0.0235, 0.0274
Si, 7.8203, 5.2318, 20.8337, 0.0005, -0.0002, 0.012
Si, 10.4874, -1.451, 14.7287, 0.001, 0.0002, -0.0107
Si, 2.6437, 6.9299, 17.5207, -0.0055, -0.0016, 0.0143
Si, 2.723, 4.602, 19.431, -0.0018, 0.0013, -0.0005
Si, 4.7572, 8.7153, 22.1394, -0.0002, -0.0055, -0.003
Si, 9.4987, 6.9488, 19.0162, -0.0011, 0.0013, 0.0049
Si, 2.3633, 15.0324, 24.845, -0.0098, -0.0064, 0.0138
Si, 7.0487, -1.9229, 18.6633, 0.0013, -0.0038, 0.0081
Si, -2.5806, 2.3554, 17.2595, -0.0005, 0.0017, 0.0099
Si, 1.9919, 9.9472, 12.8579, -0.0017, 0.0019, -0.0149
Si, 6.8153, 8.5341, 26.5238, 0.0237, -0.0098, -0.0326
Si, -0.1422, 6.7549, 16.1891, -0.0075, 0.0003, 0.0029
Si, 8.7057, 2.8902, 12.7644, 0.0038, 0.0111, -0.014
Si, -0.2397, 11.2271, 17.3142, -0.0015, -0.0033, 0.0078
Si, 10.7829, -1.5112, 19.8707, 0.0009, -0.0055, -0.0015
Si, 8.7877, 8.409, 12.5415, 0.0085, 0.0025, -0.0116
Si, 12.0411, 0.1943, 21.9823, -0.0004, -0.0067, -0.0077
Si, 15.3193, 9.2557, 17.91, -0.0068, -0.0049, 0.0131
Si, 11.6758, 6.7035, 24.7389, 0.0035, 0.0505, 0.0457
Si, 6.7063, 7.3506, 14.2494, 0.0122, 0.0005, -0.0156
Si, 7.5199, 8.9875, 23.5796, -0.0151, -0.0036, 0.0081
Si, 2.4344, -1.6658, 24.1148, 0.0029, -0.0123, 0.0158
Si, 1.8094, -8.3653, 17.0171, -0.0066, 0.0008, 0.0061
Si, 4.9851, 6.0024, 20.9531, -0.0016, 0.0005, -0.0068
Si, 10.282, 3.9094, 15.3935, -0.0097, -0.0054, -0.0102
Si, 2.4568, 2.9792, 22.0532, -0.0024, 0.0012, -0.0073
Si, 7.2742, 2.2592, 20.2115, -0.0036, -0.0003, -0.0009
Si, -1.9656, 6.1952, 23.632, -0.0056, -0.0009, -0.001
Si, 4.8732, 3.9993, 23.3409, 0.0074, -0.0031, 0.001
Si, 2.5796, 2.0735, 12.2469, -0.0058, -0.0038, 0.002
Si, 4.0623, 7.8253, 13.0569, -0.0206, 0.0032, -0.0245
Si, 6.675, 1.4949, 14.7568, 0.0094, 0.0046, -0.0063
Si, 6.4108, -1.1897, 16.0033, 0.0026, -0.0039, 0.0119
Si, 16.3368, -0.1006, 20.1532, -0.0015, 0.0044, 0.0031
Si, 4.4343, 5.8874, 15.3015, -0.0117, 0.0041, 0.0022
Si, 9.067, 11.0294, 21.7457, -0.0092, -0.0004, -0.0088
Si, 7.2904, 4.094, 25.2033, 0.0062, -0.0149, 0.0159
Si, 14.7699, 2.8054, 14.8947, -0.0141, -0.0026, -0.0101
O, 6.674, -0.1286, 14.8153, -0.0033, -0.002, -0.005
O, 3.0869, 2.0672, 16.137, 0.0019, 0.0012, 0.0016
O, 12.894, 5.6597, 24.9, -0.0197, 0.015, -0.0019
O, 8.244, 7.9661, 18.8203, -0.003, -0.0005, -0.0018
O, 15.5989, -0.719, 21.4772, -0.0037, -0.0026, 0.0039
O, 8.6113, 7.7826, 23.6907, -0.0021, -0.0063, -0.0055
O, 3.5746, -4.1888, 14.197, 0.0022, -0.0084, 0.0108
O, 4.9106, 5.3833, 22.4735, 0.0007, -0.0015, 0.0003
O, 10.2207, -2.8222, 15.5441, 0.0015, -0.0049, 0.0025
O, 4.3721, 7.5233, 21.0685, 0.0001, -0.002, 0.0047
O, 7.6084, 1.9708, 13.5301, -0.0129, -0.0057, 0.0123
O, 10.839, -11.9188, 18.324, -0.0011, -0.0009, -0.0014
O, 2.0892, 4.0606, 20.8534, -0.0028, -0.0042, 0.0014
O, 1.9327, 0.6321, 12.6794, -0.001, -0.0102, -0.0026
O, 10.5928, 6.0959, 23.6912, -0.008, -0.0006, -0.0069
O, 4.125, 4.3205, 15.3362, 0.001, 0.0023, -0.0004
O, 5.8243, 1.4747, 20.2708, -0.0031, -0.0022, 0.0016
O, 5.6064, -2.6774, 18.4104, -0.0056, -0.0015, -0.0052
O, 13.3415, 3.4755, 18.2675, -0.0015, -0.0047, -0.0012
O, -0.4498, -0.1976, 15.7689, -0.0005, -0.0002, 0.0024
O, 1.2747, 19.0788, 24.2254, -0.0066, -0.0394, 0.0204
O, 14.927, 4.1141, 24.7116, -0.0039, -0.005, 0.0049
O, 2.9561, 8.4748, 17.9918, -0.0019, -0.0033, -0.0019
O, 1.7403, 14.3366, 23.482, 0.0006, -0.0031, 0.0009
O, 6.541, -4.7604, 20.5042, 0.0067, -0.0064, 0.0111
O, 8.9964, 5.5824, 19.7547, -0.0118, -0.0036, 0.0094
O, 12.033, 10.0181, 20.758, -0.0032, 0.0018, 0.0029
O, 9.3372, 9.5785, 13.5628, 0.0054, 0.0039, 0.0134
O, 4.27, 5.0154, 19.8464, 0.0018, 0.001, 0.0076
O, 9.3785, 1.1589, 17.6466, -0.0024, -0.001, -0.0017
O, 7.0314, 9.3138, 25.102, 0.0088, -0.0059, 0
O, 3.7443, 7.1878, 11.5871, 0.0016, 0.007, 0.0162
O, 8.3032, 5.3265, 24.8442, 0, 0.0038, -0.0091
O, 6.0303, 6.0105, 14.9029, -0.0035, -0.0081, 0.0035
O, -1.7703, 14.5296, 16.5572, -0.0028, -0.005, 0.0026
O, 2.1632, -4.9246, 18.7977, -0.0005, 0.0023, -0.006
O, 6.7949, 9.9782, 19.962, -0.0052, 0, -0.0023
O, 7.1687, 2.0009, 16.2162, -0.0029, -0.0036, -0.0021
O, 10.677, 7.7874, 19.8143, -0.0038, -0.0013, -0.0017
O, 5.9281, 7.1353, 26.3148, -0.0119, -0.0028, 0.0039
O, 5.6602, 8.0459, 13.213, 0.0032, -0.0019, 0.0082
O, 0.7745, 3.3411, 15.9862, 0.0073, -0.0031, 0.0035
O, 1.8426, 10.5343, 23.2897, -0.0065, -0.0005, 0.0041
O, 11.9496, -1.4597, 14.0453, -0.011, -0.0003, 0.0118
O, 4.799, -1.2388, 16.3768, 0.003, 0.0023, -0.0052
O, 9.4162, 9.9316, 20.5942, -0.0009, 0.0015, 0.0029
O, 7.2713, 10.0299, 17.3781, -0.0084, 0.0018, -0.0053
O, 5.1702, 2.0104, 14.4892, 0.0041, -0.001, 0.0024
O, 1.0726, 1.2277, 17.5672, 0.0006, 0.0002, -0.0037
O, 7.2414, 3.7129, 20.9314, -0.0023, 0.0134, -0.0003
O, 7.645, 2.6732, 18.6789, 0.0008, -0.003, -0.0066
O, 17.2073, 8.4567, 22.6859, 0.001, 0.0034, 0.009
O, 6.9872, -2.6197, 15.5137, -0.002, 0.0075, 0.004
O, 6.3702, 3.6661, 23.9089, -0.0131, -0.0008, -0.0066
O, 4.0202, 6.407, 16.7968, -0.002, -0.0041, -0.0023
O, 8.0689, 7.1879, 13.3849, -0.0115, -0.0065, 0.0131
O, 3.4427, -1.6198, 13.2457, 0.0045, -0.0046, 0.0042
O, 2.8761, 2.9043, 13.5941, 0.0065, 0.0031, 0.0153
O, -2.474, 5.5387, 22.2693, -0.0066, -0.0036, -0.016
O, 4.3937, -0.3464, 18.8729, -0.0006, -0.0034, -0.0019
O, -0.4392, 0.5909, 22.3671, -0.0009, 0.0016, 0.007
O, 8.1574, 10.3383, 22.9148, 0.0026, -0.0016, 0.0004
O, 8.3558, 1.3707, 21.0419, -0.0048, -0.0029, 0.0043
O, 10.4653, 5.513, 15.1941, 0, 0.0032, 0.0014
O, 4.0864, 2.9147, 22.3694, -0.0007, -0.0008, 0.0044
O, 10.0542, 6.4478, 17.5918, 0.0022, 0.0018, -0.0066
O, 12.857, 12.4723, 21.5333, -0.0027, 0.0016, 0.0062
O, 1.4573, 6.9197, 16.4184, -0.0013, -0.0035, 0.0007
O, 6.9038, 12.3253, 27.7148, 0.0123, 0.0055, -0.0121
O, -2.0758, 6.4069, 9.9744, 0.0069, 0.0065, 0.0012
O, 10.9129, 10.985, 10.4981, 0.0022, -0.009, 0.0152
O, 4.45, 5.3667, 27.9165, 0.0053, 0.0048, -0.011

Results
free energy: -160126.332 eV
free energy less fixed offsets of O -568.88, Si -635.61 eV per atom: -2.592 eV

The program warned: the cutoff lies below the one the program advises for these potential files; the forces do not sum to zero within the program's tolerance; the exchange-correlation potential is rough where the density is thin.
